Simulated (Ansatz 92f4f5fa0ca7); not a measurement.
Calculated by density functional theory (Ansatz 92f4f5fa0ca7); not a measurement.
Periodic cell of 192 atoms, Si128O64, from a study of silicon, its oxide and their interface. The atomic structure is a simulated model.

Settings
functional: r2SCAN
potential files: Ansatz PAW
basis: plane waves
wave-function cutoff: 800 eV
density cutoff ratio: 5
exchange-correlation grid ratio: 1
k mesh: 1 x 1 x 1, shifted by 0.5 0.5 0 of a step
self-consistency stop: 1e-10 eV per atom in the density residual
occupations: fixed
spin: none
net charge: 0

Cell vectors (angstrom)
a	10.88	0	0
b	0	10.88	0
c	-4.0028	2.8761	28.1516

Atoms and the computed forces on them: element, x, y, z (angstrom), force x, y, z (eV/angstrom)
Si	1.1078	-1.082	-0.0338	-0.0075	0.0016	0.1711
Si	4.4472	1.0262	0.0321	0.0182	-0.0281	0.1582
Si	1.1362	4.3279	0.2346	-0.028	0.0214	0.1298
Si	4.1875	-4.3253	0.1456	0.0156	0.0035	0.1558
Si	-4.2889	-1.2419	0.092	-0.0199	0.0276	0.132
Si	-1.1199	1.247	0.0435	-0.0042	-0.0216	0.1599
Si	6.5156	4.3037	0.0899	0.0018	-0.0008	0.1549
Si	-1.065	-4.3558	0.0721	0.0167	-0.0168	0.1269
Si	2.7548	-0.0212	1.2974	0.0006	0.001	-0.0136
Si	5.4707	2.6522	1.3769	0.0003	-0.0022	-0.0083
Si	2.6821	-5.4221	1.5334	-0.0014	0.0005	-0.0091
Si	5.374	-2.7251	1.4078	0.0008	0.0027	-0.0077
Si	-2.7281	0.0303	1.3021	-0.0021	-0.0019	-0.007
Si	-0.0257	2.7424	1.4692	0.0006	-0.0008	-0.0112
Si	8.1746	5.4166	1.35	0.0004	0.001	-0.0106
Si	0.0546	-2.7264	1.3198	-0.0018	-0.0008	-0.0078
Si	1.413	1.3568	2.7088	-0.0024	-0.0012	0.0011
Si	4.0823	4.0169	2.7473	0.0002	0.0013	0.0015
Si	1.3542	-4.0144	2.8108	-0.0005	0.0002	0.0009
Si	4.0336	-1.3669	2.7566	0.0018	-0.0003	0.0003
Si	6.8431	1.3541	2.7504	-0.0006	-0.0014	-0.0001
Si	9.4755	4.0811	2.7923	0.0011	0.0004	0
Si	6.8094	6.799	2.7079	-0.0012	-0.0012	0.0012
Si	-1.3554	-1.3611	2.6534	0.0016	0.0016	0.001
Si	0.0178	-0.0159	4.0332	0.0003	-0.0009	-0.0005
Si	2.7278	2.6982	4.1165	0.0001	-0.0012	-0.0013
Si	-0.0222	5.4648	4.1071	-0.0008	0.0005	-0.0011
Si	2.7184	-2.6995	4.1619	-0.0011	0.0001	-0.0005
Si	5.4385	-0.0007	4.0741	0.0002	0.0001	-0.001
Si	8.1554	2.7068	4.1427	-0.0001	0	-0.0008
Si	5.4568	5.4126	4.0622	0.0007	-0.001	0
Si	8.1693	-2.7062	4.0517	-0.0003	0.0001	-0.0016
Si	1.3887	-1.3614	10.8584	0.0008	-0.0003	-0.0007
Si	4.0756	1.3208	10.8506	-0.0005	-0.0008	-0.0008
Si	1.3456	4.088	10.8729	-0.0011	-0.0003	-0.0017
Si	4.0816	-4.0633	10.8751	0.0001	0.0001	-0.0014
Si	6.7889	-1.373	10.8571	-0.001	0	-0.001
Si	-1.3441	1.3954	10.8602	0.0001	0.0004	-0.001
Si	6.8125	4.0742	10.8658	0.0008	0.0004	-0.0015
Si	-1.3617	6.7674	10.8621	-0.0004	-0.0007	-0.0009
Si	2.7356	-0.0186	12.2584	0.0006	-0.001	-0.001
Si	5.4389	2.6862	12.1707	0.001	-0.0011	-0.0006
Si	2.7026	5.4621	12.2083	-0.001	0.0014	-0.0017
Si	5.4455	-2.7196	12.2531	-0.0007	-0.0004	-0.0008
Si	-2.7186	0.0134	12.1558	-0.0007	0.0007	-0.0003
Si	-0.0041	2.749	12.2618	-0.0011	0.0004	-0.0015
Si	8.1691	5.4179	12.2568	0.0005	-0.0013	-0.0009
Si	0.0324	-2.7539	12.1695	0.001	-0.0014	-0.0007
Si	1.3712	1.3774	13.5853	0.0009	-0.0005	0.0015
Si	4.0691	4.0586	13.4807	-0.0006	-0.0003	0.0012
Si	1.3502	-4.0782	13.6047	0.0004	-0.0009	-0.0004
Si	4.0962	-1.3771	13.6438	0	-0.0003	0.0031
Si	-4.0777	1.3427	13.5294	0.0001	0.0006	0.0013
Si	-1.3599	4.0885	13.6697	0.0004	0	0.0035
Si	6.8018	-4.0981	13.6004	0.0006	0.001	0.0009
Si	-1.3311	-1.3597	13.4356	-0.0009	-0.0006	0.0019
Si	-0.0138	-0.0226	14.844	-0.0009	-0.0036	-0.0062
Si	2.7184	2.7704	14.9142	0.0013	0.002	-0.0086
Si	-0.0136	-5.4045	15.0475	0.0016	0.0048	-0.0098
Si	2.7343	-2.7456	15.0014	-0.004	-0.0022	-0.0081
Si	5.4724	0.0132	14.9575	0.0028	0.0022	-0.0069
Si	-2.7479	2.674	14.9483	-0.0029	-0.0018	-0.0114
Si	5.4178	5.3621	14.8796	0	-0.0023	-0.0064
Si	-2.6615	-2.6798	14.8293	0.0016	0.0004	-0.0087
Si	1.1512	-1.5023	16.2215	0.0093	0.0194	0.1251
Si	4.3196	1.65	16.1884	-0.0204	-0.0178	0.1298
Si	1.5661	4.2859	16.3239	-0.026	-0.0255	0.1291
Si	3.8336	-4.4524	16.2173	0.0262	0.0141	0.1148
Si	7.1013	-1.1625	16.1874	-0.0139	-0.0291	0.1224
Si	-1.6003	1.0443	16.1858	0.0253	0.0202	0.1263
Si	-4.3346	3.8176	16.2445	0.0279	0.0273	0.1465
Si	-1.0948	-3.6742	16.2508	-0.0332	-0.0092	0.1647
Si	-2.631	1.2149	-5.0436	-0.0011	0.0505	0.2962
Si	-0.6292	1.9571	-2.9099	0.0255	0.0081	0.302
Si	-1.3871	-5.1543	-6.9715	-0.0446	0.0132	0.3154
Si	1.3664	-1.8574	-5.7926	0.0158	0.0165	0.3075
Si	5.2892	1.581	-5.3581	0.0268	0.0191	0.2845
Si	3.6636	1.5349	-2.9183	-0.0509	0.0232	0.3035
Si	7.4445	-1.5947	-4.4068	0.0203	-0.0312	0.3255
Si	7.929	-3.2016	-2.0657	0.0269	-0.0064	0.3168
Si	1.4235	-0.5636	-3.0248	-0.0029	0.0317	0.3243
Si	4.0937	-0.9766	-6.7884	0.0056	-0.0282	0.3539
Si	4.2148	0.5045	20.7612	0.0249	0.055	0.3245
Si	-0.8553	-0.2077	-7.2223	-0.0607	-0.0158	0.3099
Si	1.7602	3.8197	-2.6474	-0.011	-0.0023	0.2641
Si	1.5527	-4.9763	-6.6461	0.0312	0.0563	0.2714
Si	3.048	-0.2832	18.233	0.032	-0.0056	0.3061
Si	3.5679	-4.7292	-2.7907	-0.0193	-0.0155	0.311
Si	5.1023	-3.0408	-4.8491	-0.0215	-0.0352	0.2809
Si	5.2408	-2.5947	18.1879	-0.0066	0.0151	0.3013
Si	6.3597	4.9625	-2.6702	0.004	0.0051	0.3415
Si	4.051	4.116	-6.6538	0.0781	-0.0168	0.2931
Si	6.7216	5.2463	-5.5307	-0.0429	0.0008	0.3131
Si	7.9116	4.3909	19.0202	-0.0153	-0.0293	0.3136
Si	-1.8252	-3.848	19.2868	0.052	0.0567	0.3499
Si	-0.2719	2.8026	18.4412	-0.0112	-0.0136	0.3423
Si	1.3408	-1.341	5.4678	-0.0005	-0.0009	-0.0005
Si	4.0915	1.3506	5.4609	0.0008	-0.0004	-0.0001
Si	1.3582	4.0838	5.4395	-0.0004	0	0
Si	4.0976	6.7735	5.4393	0	-0.0003	-0.0006
Si	6.8069	-1.3645	5.4234	-0.0002	0.0003	0.0001
Si	-1.3321	1.3338	5.4326	-0.0005	-0.0001	-0.0007
Si	6.7877	4.0745	5.4665	-0.0006	-0.0001	-0.0005
Si	9.5024	-4.0562	5.453	0.0011	-0.0011	0
Si	2.718	0.0056	6.8084	0.0001	-0.0004	-0.0009
Si	5.4337	2.7177	6.8248	0.0003	-0.0004	-0.001
Si	2.7252	5.4312	6.806	0	-0.0001	-0.001
Si	5.456	-2.7352	6.7816	-0.0004	-0.0003	-0.0012
Si	-2.71	-0.0113	6.7941	0	-0.0002	-0.0008
Si	0.007	2.711	6.7895	0	-0.0002	-0.0014
Si	8.1512	-5.4329	6.7988	0.0004	0	-0.001
Si	-0.0098	-2.7108	6.8182	0.0002	-0.0003	-0.0008
Si	1.3647	1.3673	8.1606	-0.0006	-0.0007	-0.0017
Si	4.0737	4.0745	8.1826	0.0001	0	-0.0018
Si	1.362	6.7996	8.1548	0	-0.0003	-0.0017
Si	4.0867	-1.3752	8.1241	-0.0002	-0.0002	-0.0006
Si	6.81	1.3515	8.1537	-0.0003	0.0002	-0.0017
Si	-1.3594	4.0773	8.1277	-0.0004	-0.0004	-0.0006
Si	6.7972	-4.0846	8.1612	-0.0001	-0.0004	-0.0017
Si	-1.3639	-1.3588	8.1809	0.0002	-0.0004	-0.0019
Si	0.0118	0.0106	9.522	0.0001	-0.0001	-0.0002
Si	2.7094	2.7134	9.5324	-0.0001	-0.0005	0.0001
Si	-0.0053	5.4253	9.492	0.0001	-0.0007	-0.001
Si	2.7383	-2.7165	9.4949	-0.0001	0.0001	-0.001
Si	5.4375	-0.0238	9.4862	0	-0.0011	-0.0013
Si	8.1696	2.7292	9.4937	0.0002	0.0001	-0.0012
Si	5.441	5.444	9.5272	0	-0.0001	-0.0002
Si	8.1568	-2.7363	9.5207	-0.0003	-0.0007	0.0001
O	-0.0347	-1.2603	-6.3069	-0.055	0.0411	-0.1335
O	0.0603	-2.6111	16.7032	0.0136	0.0063	-0.076
O	2.8227	5.0358	-6.0071	-0.0272	-0.0009	-0.1301
O	5.348	5.4333	-0.0559	0.0064	-0.0077	-0.0827
O	-1.5953	-3.5627	-7.1612	-0.0028	-0.0006	-0.1055
O	8.0458	-5.0412	19.744	-0.0061	-0.0249	-0.1097
O	3.9566	1.7096	-1.3434	-0.0349	0.0215	-0.2286
O	-1.6242	-3.7251	-1.3165	-0.0633	0.0403	-0.157
O	3.5532	1.0496	17.4956	0.039	0.0598	-0.1584
O	-1.6904	0.8203	-6.2912	0.0833	-0.0597	-0.1896
O	6.9163	-4.4344	-2.2972	-0.0265	-0.0237	-0.1146
O	4.9775	1.7618	20.0846	-0.0153	-0.0147	-0.1218
O	-0.0351	0.0615	-0.1582	0.0078	0.0018	-0.0754
O	3.5696	-3.9758	-1.3345	-0.0195	-0.0227	-0.2237
O	4.6876	-3.9397	17.5109	-0.0455	-0.0554	-0.1399
O	7.0197	3.4546	19.9718	0.0912	0.082	-0.1827
O	-1.3639	1.8736	-1.4459	0.0252	0.0258	-0.2254
O	-0.3467	-4.0904	19.9429	-0.0753	-0.0112	-0.1958
O	-0.8574	1.6358	17.5072	-0.0464	-0.0619	-0.1683
O	7.2263	-2.0517	-1.1647	0.0465	-0.0684	-0.1702
O	6.5696	-2.0161	17.4823	0.0509	0.0485	-0.1479
O	0.3081	2.0932	19.7813	-0.0165	0.0511	-0.2699
O	5.0313	1.5089	-3.7577	0.0687	-0.0007	-0.1965
O	0.9073	3.6066	17.6723	0.0658	0.0552	-0.1636
O	1.6416	-3.4015	-6.2364	-0.0056	-0.0619	-0.1008
O	0.265	0.5944	-3.1021	0.0044	-0.0177	-0.1044
O	5.4257	2.7252	16.7534	-0.0052	-0.0032	-0.0714
O	2.5217	-0.8972	-6.404	0.0386	0.0188	-0.1212
O	5.8876	-1.8808	-4.0189	-0.0118	-0.0038	-0.1185
O	7.8318	-0.0644	-4.1353	-0.0005	0.0146	-0.114
O	7.6541	-1.8864	-5.9668	0.0476	-0.0401	-0.2513
O	4.2476	2.6711	-5.9497	-0.0416	0.0625	-0.127
O	0.0424	5.3998	-0.3617	0.0051	-0.0039	-0.0688
O	-2.6903	-0.0589	16.7396	-0.0026	-0.0021	-0.0648
O	2.1609	5.3559	-3.0311	0.0054	0.0199	-0.104
O	-2.691	5.1677	-6.1836	0.1083	0.0201	-0.1496
O	-1.7921	-3.9854	17.6937	0.0282	0.0037	-0.2425
O	6.8463	3.9508	-1.4853	-0.01	0.027	-0.2031
O	-2.3302	-2.4169	19.9036	0.0039	-0.0581	-0.1809
O	5.5151	-0.1285	-0.4411	-0.0053	0.0046	-0.0703
O	5.5364	4.7578	-6.5163	-0.0563	-0.0157	-0.1208
O	2.9815	0.0324	19.8254	-0.0489	-0.0381	-0.2153
O	-1.4692	3.8057	18.8548	0.0234	-0.0136	-0.1131
O	4.5766	-2.4318	-6.2455	-0.0335	0.0655	-0.1592
O	7.198	4.5026	17.5776	-0.0628	-0.0242	-0.2156
O	2.855	0.1669	-3.1859	0.0065	-0.0164	-0.1084
O	6.2497	-4.1393	-5.1395	0.0249	-0.0213	-0.1169
O	6.8587	4.449	-4.1138	0.0194	0.0089	-0.2291
O	6.8722	1.9089	-5.5745	-0.0157	0.0015	-0.0883
O	5.54	-2.9626	19.7259	-0.01	-0.0236	-0.25
O	-1.755	2.1363	-4.0471	-0.0854	-0.0306	-0.1775
O	1.3068	-1.6898	-4.1736	-0.0005	-0.0691	-0.2383
O	-2.5109	-2.5457	-3.4702	-0.0199	0.0677	-0.2018
O	1.9158	3.6743	-1.0332	0.0276	-0.0203	-0.1994
O	2.7083	5.374	16.8018	0.0004	0.0001	-0.063
O	4.7427	5.0346	-2.7714	0.0009	0.0034	-0.1013
O	4.9504	0.1608	-6.0316	-0.0409	-0.0665	-0.1408
O	3.8863	-3.6473	-3.955	0.0543	0.0687	-0.1719
O	4.114	-1.4633	18.0269	-0.0027	-0.0083	-0.1087
O	1.443	-1.3767	-1.6042	0.0069	0.0299	-0.2365
O	2.7785	2.8055	-3.3649	0.0223	-0.0145	-0.1005
O	0.0339	5.4425	-6.2107	-0.0167	0.002	-0.1095
O	0.2644	3.3182	-3.0089	-0.0146	-0.0079	-0.0969
O	1.6451	-0.7673	17.6118	-0.0517	-0.0389	-0.1442

Results
free energy: -118377.327 eV
free energy less fixed offsets of O -570.45, Si -639.56 eV per atom: -4.847 eV

The program warned: the cutoff lies below the one the program advises for these potential files; the forces do not sum to zero within the program's tolerance; empty levels may hold ghost states of the PAW files; the exchange-correlation potential is rough where the density is thin.
